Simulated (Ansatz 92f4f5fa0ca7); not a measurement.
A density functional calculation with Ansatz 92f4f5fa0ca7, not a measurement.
Periodic cell of 273 atoms, Si162O105B6, from a study of silicon, its oxide and their interface. The atomic structure is a simulated model.

Settings: functional PBE; potential files Ansatz PAW; basis plane waves; wave-function cutoff 700 eV; density cutoff ratio 5; exchange-correlation grid ratio 1; k mesh 2 x 2 x 1, shifted by 0.5 0.5 0.5 of a step; self-consistency stop 5e-08 eV per atom in the density residual; occupations fixed; spin none; net charge 0.

Cell vectors (angstrom)
a  11.6015  0  0
b  0  13.3963  0
c  0  0  30.661

Atoms: element, x, y, z (angstrom)
Si  11.4644  0.1073  24.1624
Si  3.7719  0.1756  23.9804
Si  7.8294  0.1649  23.9016
Si  1.5791  3.5689  23.9139
Si  5.7671  3.4895  23.8859
B  9.6216  3.5381  24.6109
B  11.4693  6.814  24.5886
Si  3.7525  6.8644  23.93
Si  7.8251  6.7806  23.9723
Si  1.7792  10.1953  24.0768
Si  5.8673  10.1501  23.9163
B  9.6665  10.046  24.57
Si  11.3108  2.4163  24.8459
Si  3.7121  2.4477  24.6423
Si  7.859  2.472  24.67
Si  1.68  5.8398  24.6945
Si  5.7619  5.7286  24.6807
Si  9.7773  5.6015  24.7287
Si  11.3885  8.8989  24.7031
Si  3.836  9.0922  24.7138
Si  7.8815  9.0763  24.7103
Si  1.8639  12.431  24.8653
Si  5.8041  12.4568  24.6141
Si  9.6222  12.1109  24.7181
Si  11.5668  2.2894  27.1844
Si  3.8232  2.3053  27.0407
Si  7.7144  2.2852  27.0729
Si  1.9025  5.6308  27.0867
Si  5.7771  5.6262  27.0653
Si  9.6499  5.611  27.1429
Si  11.5816  8.9577  27.1218
Si  3.8586  8.9835  27.0914
Si  7.7303  8.9708  27.107
Si  1.9226  12.3429  27.1928
Si  5.7949  12.3334  27.0258
Si  9.6369  12.3023  27.1083
Si  1.9223  1.1816  27.9143
Si  5.7679  1.1617  27.8525
Si  9.6339  1.1511  27.8984
Si  11.588  4.5165  27.9238
Si  3.8457  4.5098  27.8793
Si  7.7022  4.4966  27.8937
Si  1.9281  7.8505  27.8921
Si  5.7893  7.8431  27.8843
Si  9.6536  7.8515  27.9091
Si  11.5787  11.1993  27.9043
Si  3.8778  11.2122  27.893
Si  7.7064  11.205  27.895
Si  1.9336  1.1164  30.2661
Si  5.8008  1.1164  30.2661
Si  9.6679  1.1164  30.2661
Si  0  4.4654  30.2661
Si  3.8672  4.4654  30.2661
Si  7.7343  4.4654  30.2661
Si  1.9336  7.8145  30.2661
Si  5.8008  7.8145  30.2661
Si  9.6679  7.8145  30.2661
Si  0  11.1635  30.2661
Si  3.8672  11.1635  30.2661
Si  7.7343  11.1635  30.2661
Si  0  0  0.3944
Si  3.8672  0  0.3944
Si  7.7343  0  0.3944
Si  1.9336  3.3491  0.3944
Si  5.8008  3.3491  0.3944
Si  9.6679  3.3491  0.3944
Si  0  6.6981  0.3944
Si  3.8672  6.6981  0.3944
Si  7.7343  6.6981  0.3944
Si  1.9336  10.0472  0.3944
Si  5.8008  10.0472  0.3944
Si  9.6679  10.0472  0.3944
Si  11.6174  -0.0196  2.7671
Si  3.8669  -0.0133  2.7644
Si  7.7744  -0.0045  2.7407
Si  1.9402  3.2992  2.7744
Si  5.7932  3.3143  2.7805
Si  9.6797  3.3064  2.7822
Si  11.6187  6.6322  2.7707
Si  3.888  6.6596  2.7738
Si  7.7746  6.6351  2.7753
Si  1.964  10.02  2.7527
Si  5.8502  9.9724  2.7325
Si  9.6848  10.0208  2.76
Si  11.6068  2.1905  3.617
Si  3.8644  2.2082  3.6398
Si  7.7374  2.212  3.593
Si  1.9641  5.5128  3.5602
Si  5.828  5.5372  3.5621
Si  9.6958  5.5116  3.6261
Si  11.6246  8.8774  3.4748
Si  3.9067  8.9042  3.536
Si  7.7876  8.8613  3.5635
Si  1.9392  12.2443  3.5594
Si  5.8383  12.2343  3.3673
Si  9.6916  12.265  3.5579
Si  11.4643  2.0165  6.0489
Si  3.8586  2.2789  6.0963
Si  7.8869  2.1872  6.052
Si  2.1578  5.3054  5.9389
Si  5.8826  5.2231  5.9654
Si  9.5627  5.3208  6.0504
Si  11.6481  8.7649  5.8035
Si  3.9857  8.8247  5.8951
Si  7.8321  8.8038  5.9389
Si  1.9628  12.1552  5.9327
Si  5.8827  12.2275  5.6575
Si  9.6998  12.4044  5.9625
Si  1.8662  0.9481  6.8542
Si  5.8315  0.9799  6.6418
B  9.6471  1.0743  6.1555
Si  11.6784  4.2607  6.8565
B  3.9924  4.3209  6.14
B  7.7599  4.253  6.1539
Si  2.0406  7.634  6.5131
Si  5.8923  7.601  6.6507
Si  9.7732  7.6232  6.7157
Si  11.5842  11.0108  6.6527
Si  4.0094  11.1412  6.5487
Si  7.7768  11.1178  6.5731
O  5.6759  0.4907  8.2519
O  2.0444  7.6511  8.1568
O  4.2543  11.5116  8.1635
O  5.8001  7.7719  8.3111
O  1.7149  0.7325  8.5265
O  11.8775  4.2212  8.547
O  7.7006  11.1118  8.2257
O  11.4439  10.7364  8.2934
O  10.1173  7.6942  8.3703
O  1.7506  10.4602  22.4387
O  11.4618  13.5905  22.5114
O  7.9118  6.6536  22.2991
O  5.8664  9.9301  22.2526
O  7.9051  0.3709  22.2249
O  1.154  3.649  22.2857
O  3.7447  6.9271  22.2588
O  5.6869  3.4697  22.2172
O  3.6258  0.2827  22.318
Si  9.5675  7.0324  9.7716
Si  4.9406  12.6809  9.0952
Si  5.5101  13.0147  16.3047
Si  4.2896  2.2591  13.5335
Si  7.5223  7.2805  20.8464
Si  7.36  12.9787  20.8992
Si  1.7378  7.6469  9.7313
Si  3.6233  2.1917  19.3351
Si  6.6913  3.9239  14.0062
Si  9.2659  5.8523  13.9345
Si  11.5706  4.9674  9.9769
Si  0.5227  5.8253  18.8868
Si  0.7319  2.9702  15.6426
Si  1.7962  0.7384  12.8236
Si  8.2734  9.3317  16.4916
Si  5.6655  5.6066  16.5322
Si  2.5915  6.3219  13.6776
Si  9.9484  8.5299  12.5484
Si  4.3817  6.7511  20.7694
Si  1.9988  8.2769  19.338
Si  10.19  6.9194  16.6884
Si  0.7688  9.1208  16.6422
Si  6.8192  10.0888  20.9271
Si  7.8061  5.0625  18.9132
Si  4.3328  7.3993  11.5601
Si  4.1345  13.0777  20.8864
Si  1.1123  3.2421  20.7079
Si  0.5207  10.6084  9.7718
Si  0.2899  4.3478  12.9195
Si  2.666  5.3402  16.5711
Si  7.2632  10.9757  9.7812
Si  9.5105  0.0846  18.8721
Si  1.2897  9.1112  13.6828
Si  10.5613  13.2135  14.0378
Si  9.6353  2.8743  17.4659
Si  8.0079  1.4671  15.2542
Si  2.1561  -0.105  9.8717
Si  6.5933  7.8466  9.7313
Si  10.429  11.4184  16.5349
Si  5.5176  8.734  15.7091
Si  9.624  11.2265  11.7123
Si  0.1491  0.1817  20.9321
Si  4.0381  9.9495  13.0946
Si  5.5873  3.9148  20.6572
Si  6.0674  10.4522  18.0276
Si  3.2493  1.7252  16.3702
Si  4.3566  12.7434  13.5641
Si  2.0679  11.0279  20.9556
O  5.5053  7.1142  15.9247
O  9.1678  7.4292  13.4798
O  3.781  -0.0408  10.0198
O  0.2375  3.9933  11.2954
O  5.1102  9.4651  17.1306
O  7.9601  6.9882  9.6555
O  3.6139  11.5331  20.7606
O  9.3351  0.7441  14.6291
O  1.6481  1.5946  15.9023
O  10.4414  13.0777  20.1261
O  7.0865  4.2459  20.1247
O  5.7288  7.0041  10.8364
O  2.3979  10.0863  12.9801
O  4.146  0.4121  16.7481
O  9.3308  10.3991  15.8719
O  3.1267  7.355  10.4954
O  2.735  2.1346  12.9305
O  1.4736  9.5299  15.2446
O  5.1276  2.6705  19.713
O  0.2951  0.6137  13.4991
O  8.9426  7.9274  16.9963
O  0.2022  3.1808  14.0899
O  7.9063  8.8674  20.7933
O  10.5639  5.2668  13.1458
O  0.4746  1.7379  20.4812
O  1.7107  7.6054  13.2867
O  5.0092  0.8051  13.1587
O  1.7745  9.7378  20.0122
O  0.8301  7.1832  19.7788
O  5.3119  3.5084  13.1145
O  4.1999  5.1149  17.0716
O  5.8994  7.3168  20.6417
O  7.9833  0.0895  19.4707
O  10.7713  6.1024  17.9883
O  5.8483  11.995  17.5273
O  7.7579  11.4086  21.1009
O  5.0172  12.2328  14.9688
O  3.2369  2.5183  17.7907
O  11.005  10.9502  10.8963
O  11.0611  3.13  16.6695
O  9.9072  12.3954  12.7974
O  7.3821  2.4487  14.12
O  4.0128  6.4294  12.8536
O  0.3896  4.4588  19.8179
O  4.0959  2.4333  15.1592
O  6.15  4.5716  15.3854
O  1.5242  0.5496  11.2228
O  1.7095  11.7218  9.818
O  11.5684  10.4422  17.2156
O  2.7792  6.3717  15.2997
O  1.8464  4.1034  15.9358
O  8.4615  2.4874  16.4282
O  10.1083  7.9065  11.0425
O  7.8952  4.9965  13.5448
O  6.7445  5.5076  17.75
O  9.643  5.8577  15.5483
O  10.0065  5.4629  9.9369
O  -0.2562  9.1302  13.1798
O  8.4545  11.6351  10.6713
O  4.5329  5.1553  20.4473
O  1.8114  5.7506  17.8832
O  1.1089  9.1129  10.1022
O  2.7268  12.996  13.5675
O  6.9342  9.4042  10.1204
O  11.05  12.2693  15.2866
O  9.9019  1.5956  18.4267
O  11.4092  7.8701  16.18
O  0.8123  6.3626  10.1254
O  4.6378  11.4118  12.6717
O  7.6283  10.0238  17.8155
O  4.5766  8.9464  11.9634
O  5.7479  13.125  20.8118
O  2.6486  3.1181  20.2329
O  1.8634  8.6029  17.7304
O  4.5311  9.2875  14.5309
O  7.088  9.1102  15.3832
O  9.7531  12.4249  17.6385
O  3.5035  0.605  19.6917
O  3.4432  7.5935  19.7221
O  1.7403  5.0463  13.1624
O  5.8312  10.2586  19.6241
O  9.052  9.8825  12.4563
O  1.2198  12.3843  20.6057
O  5.9855  11.9342  10.0795
O  9.0266  4.1396  18.3197
O  6.8623  0.4756  15.9035
O  8.2977  6.4493  19.6611

Results
free energy: -163651.406 eV
free energy less fixed offsets of B -155.45, O -569.03, Si -635.61 eV per atom: -1.736 eV

Forces (eV/angstrom), in the order of the atoms: element, x, y, z
Si  -0.0326  0.0289  -0.061
Si  -0.0214  -0.0147  -0.0425
Si  0.0349  0.0144  -0.0593
Si  0.0187  -0.0056  -0.0305
Si  -0.0604  -0.0347  -0.0303
B  0.0368  0.0315  -0.0356
B  -0.0297  0.0177  -0.0367
Si  0.0484  -0.0324  -0.0332
Si  -0.0404  -0.0113  -0.0446
Si  0.0567  0.0127  -0.0483
Si  -0.0673  -0.0248  -0.0253
B  0.0205  0.0514  -0.0275
Si  -0.0482  -0.0603  -0.0498
Si  -0.0208  0.0637  -0.0124
Si  0.0808  -0.0159  0.033
Si  -0.0458  -0.026  -0.014
Si  0.0054  0.0497  -0.022
Si  0.0595  -0.0536  0.021
Si  -0.0648  -0.0248  0.0314
Si  -0.0042  0.0616  -0.0214
Si  0.0658  -0.0266  0.0085
Si  -0.0116  -0.0173  -0.0309
Si  0.0138  -0.0235  0.0208
Si  0.0014  -0.0356  0.031
Si  -0.0099  0.022  -0.0145
Si  -0.0046  0.0019  -0.014
Si  0.0034  0.0118  -0.0243
Si  -0.0006  0.0248  -0.0327
Si  0.0007  -0.0067  -0.009
Si  -0.0004  0.0563  -0.036
Si  -0.0094  0.0545  -0.039
Si  0.0013  0.0057  -0.0149
Si  -0.0035  0.0311  -0.0267
Si  -0.0023  0.0027  -0.0086
Si  -0.0011  0.013  -0.0274
Si  -0.0044  0.0307  -0.0294
Si  0.0325  -0.0037  -0.0182
Si  -0.0212  0.0019  0.0163
Si  -0.0271  -0.0175  0.0022
Si  0.0095  -0.0105  -0.0037
Si  0.0204  -0.009  0.0085
Si  -0.0355  -0.0002  -0.0041
Si  0.0247  -0.006  0.0059
Si  -0.0245  0.0055  0.0002
Si  -0.0101  -0.0214  0.0163
Si  0.0006  -0.01  -0.0031
Si  0.0188  -0.0069  0.0017
Si  -0.0135  -0.0143  0.0061
Si  0.0306  0.1741  0.0485
Si  -0.0446  0.0828  -0.303
Si  -0.139  -0.0377  -0.0495
Si  0.0173  0.1626  0.1873
Si  -0.053  0.1152  -0.0976
Si  -0.047  0.1018  -0.0081
Si  -0.0159  0.0907  0.0002
Si  -0.0012  0.1031  -0.1342
Si  -0.0346  0.0139  0.1299
Si  -0.0636  -0.0263  0.0619
Si  0.0831  0.0383  -0.0091
Si  -0.1041  0.0243  -0.0335
Si  0.0313  0.0182  -0.0081
Si  -0.1039  0.099  -0.0032
Si  0.1816  0.1118  -0.1828
Si  -0.0317  -0.1955  0.1171
Si  0.0086  -0.1419  0.0937
Si  0.0355  -0.0733  0.0967
Si  -0.0095  -0.2361  0.0887
Si  0.0633  -0.1034  0.0668
Si  0.0506  -0.1316  0.1058
Si  0.0505  -0.0181  -0.0821
Si  0.0987  -0.1878  -0.1866
Si  -0.0007  0.0498  -0.0187
Si  0.0051  0.0119  -0.0162
Si  -0.0167  0.01  0.0008
Si  0.0103  0.0154  -0.0018
Si  0.0289  -0.0035  0.0003
Si  -0.0227  -0.0092  -0.0114
Si  0.0037  -0.0019  -0.0128
Si  0.003  0.0055  0.0152
Si  -0.0183  0.0205  -0.0041
Si  0.0244  0.0253  0.0018
Si  0.0071  -0.003  0.0037
Si  0.0048  0.0154  0.0169
Si  -0.0049  0.0191  -0.0037
Si  -0.0026  -0.0161  0.0439
Si  -0.0031  -0.0258  0.0176
Si  0.0182  -0.0423  0.0486
Si  -0.0026  -0.0083  0.0174
Si  0.0013  -0.0342  0.0291
Si  -0.0052  -0.0028  0.0107
Si  -0.0069  -0.0096  0.0061
Si  -0.0071  -0.0198  0.0116
Si  0.0101  -0.03  0.0199
Si  -0.0002  -0.0207  0.0216
Si  0.0045  -0.0215  -0.0034
Si  -0.0038  -0.0522  0.0395
Si  -0.0371  0.0436  0.0119
Si  -0.0007  -0.0035  -0.0314
Si  0.0391  0.0491  -0.05
Si  0.0211  0.0103  0.0278
Si  0.0083  0.0697  0.0479
Si  -0.0299  -0.0148  0.0234
Si  -0.0105  0.0299  0.0302
Si  -0.0004  0.0084  -0.0016
Si  0.0212  0.0436  -0.0185
Si  0.0003  -0.025  -0.0219
Si  0.026  -0.003  0.0459
Si  -0.0213  0.0457  -0.0535
Si  0.0222  0.0185  0.055
Si  -0.05  -0.0287  0.0664
B  -0.001  -0.0621  0.0251
Si  0.0137  0.0073  0.0291
B  -0.0393  -0.0426  0.0065
B  0.0233  -0.0138  0.0144
Si  0.0235  -0.0109  0.0411
Si  -0.0345  -0.0019  0.047
Si  0.0299  -0.0023  0.0411
Si  -0.0234  -0.0203  0.0712
Si  0.0304  0.0182  0.0398
Si  -0.0085  -0.0436  0.0479
O  0.0097  -0.0036  -0.0085
O  -0.0118  -0.0123  -0.0007
O  -0.024  0.0092  0.0126
O  0.032  -0.0158  0.0124
O  0.0199  -0.0086  -0.0238
O  -0.0186  0.012  -0.0167
O  -0.0007  -0.0064  -0.009
O  0.0187  -0.0071  -0.0032
O  -0.0409  -0.0252  0.0013
O  -0.0075  0.0077  0.0203
O  0.0087  0.004  0.0089
O  -0.0051  0.0203  0.0151
O  0.0392  0.0165  0.0048
O  -0.0157  -0.0045  0.0167
O  0.0127  -0.0037  0.0088
O  0.0061  0.0067  0.0034
O  0.0209  0.0223  -0.0062
O  0.0239  -0.0065  -0.0058
Si  -0.0059  -0.0059  0.0022
Si  -0.001  -0.0114  0.0012
Si  0.0003  -0.0029  0.0039
Si  0.0033  0.0043  -0.0014
Si  0.0074  0.012  -0.0186
Si  -0.0057  -0.0037  -0.0086
Si  0.0049  0.0029  -0.0072
Si  -0.0004  -0.0017  -0.0011
Si  0.0009  0  -0.0031
Si  -0.0025  0.0011  -0.0003
Si  -0.0043  0.0049  0.0146
Si  -0.0035  0.0005  0.0025
Si  -0.0026  -0.0032  -0.001
Si  -0.0057  0.0001  -0.0012
Si  0.0006  0.0002  -0.0009
Si  -0.0002  -0.0013  0.0019
Si  0.0058  -0.0011  -0.0016
Si  -0.0043  0.0026  0.0012
Si  -0.0064  0.002  -0.0043
Si  0.0008  -0.0002  -0.0021
Si  -0.0026  -0.005  0.0018
Si  0.006  0.0029  0.0014
Si  0.0043  0.0046  -0.0052
Si  0.0061  -0.0002  -0.0007
Si  0.0062  -0.0038  -0.0042
Si  0.0011  -0.0029  0.0038
Si  -0.0023  0.0022  -0.0073
Si  0.0022  -0.0034  -0.0008
Si  -0.0002  -0.0053  -0.0023
Si  0.0012  0.0032  0.001
Si  -0.001  -0.0015  0.0127
Si  -0.0007  -0.001  -0.0018
Si  0.0003  0.0066  -0.0019
Si  0.001  -0.0005  0.0001
Si  0.0004  0.0022  0.0042
Si  -0.0022  0.0005  0.0001
Si  -0.0009  -0.0185  0.0155
Si  -0.0023  -0.0051  -0.0043
Si  0.0021  0.0016  0.0006
Si  -0.0015  -0.0007  -0.0005
Si  -0.0033  0.0031  -0.0015
Si  -0.0002  -0.002  -0.0057
Si  0.0021  0.0004  -0.0049
Si  0.003  0.0021  -0.007
Si  -0.0026  0.0027  0.0043
Si  -0.0019  -0.0016  0.0043
Si  0.0032  -0.0058  -0.0015
Si  0.0017  0.0024  -0.0059
O  0.0097  -0.0007  0.0159
O  0.0155  -0.0075  -0.008
O  -0.0139  -0.0086  -0.0298
O  -0.0019  0.0285  -0.0091
O  0.0366  0.0038  -0.0149
O  0.0093  0.0217  0.0027
O  -0.0113  0.0178  0.0128
O  -0.003  0.0007  0.0023
O  0.0187  0.0145  0.0071
O  0.0021  0.018  -0.0055
O  -0.0136  0.0087  -0.0085
O  -0.0162  0.0104  -0.0038
O  0.0261  -0.0157  -0.0022
O  0.0088  -0.0039  -0.0037
O  0.0008  -0.0017  0.0256
O  0.0038  0.0075  0.0179
O  0.0184  -0.0259  0.0107
O  -0.012  -0.0095  0.0066
O  -0.0226  0.0079  0.01
O  -0.0073  -0.0166  -0.0043
O  0.0084  0.0114  -0.0172
O  0.0034  0.0129  0.0202
O  -0.0209  -0.0099  0.007
O  -0.0053  -0.0043  0.0133
O  0.0024  0.0014  0.0198
O  0.0205  -0.002  0.008
O  -0.0285  0.0095  0.0241
O  0.0094  -0.0025  0.0076
O  0.0173  0.0023  -0.0244
O  -0.0024  -0.0072  0.0194
O  0.0122  0.0188  -0.0153
O  0.0007  -0.0102  0.0147
O  0.0102  -0.0078  0.017
O  0.0212  0.0029  -0.0054
O  0.0022  -0.0175  -0.0137
O  -0.0316  0.0119  -0.0097
O  0.0094  0.0253  0.01
O  0.0026  -0.015  0.0114
O  -0.0096  0.0012  -0.0086
O  -0.0011  -0.0027  -0.0112
O  0.0088  -0.0077  0.0027
O  0.0063  0.0025  0.0141
O  -0.0219  0.0152  -0.0106
O  0.0198  0.0042  0.0022
O  -0.0153  -0.0223  -0.0156
O  -0.0018  0.0093  0.0014
O  0.0171  -0.0061  -0.0063
O  -0.0154  0.0159  0.0071
O  -0.0058  -0.0079  -0.0257
O  -0.0045  -0.0131  -0.0185
O  -0.0205  -0.0028  0.0052
O  0.0202  -0.0135  0.0005
O  -0.0244  -0.0012  0.0061
O  0.0116  -0.0042  0.0109
O  0.0022  -0.0086  0.0052
O  0.0064  0.0174  -0.008
O  0.0296  0.0145  0.0003
O  -0.0011  -0.0093  0.0111
O  0.0099  -0.0147  0.0018
O  0.0186  -0.0058  0.0174
O  -0.0162  -0.0092  0.0079
O  0.0041  0.0009  -0.0118
O  0.0139  0.0183  -0.0092
O  0.0063  0.0026  -0.0172
O  -0.0232  0.0039  0.0027
O  -0.0173  -0.0057  -0.0095
O  -0.0104  -0.0015  0.0212
O  -0.0047  -0.0159  -0.0172
O  -0.021  -0.0031  0.003
O  -0.0188  -0.0038  -0.0288
O  -0.0241  -0.0067  0.0201
O  0.0035  -0.0027  0.002
O  -0.0159  -0.0131  -0.0009
O  -0.0275  0.002  0.0028
O  0.0084  -0.0003  0.0036
O  -0.0119  -0.0009  0.0347
O  0.0099  -0.0006  0.0014
O  0.0173  0.0177  0.018
O  -0.014  -0.004  0.0123
O  -0.0006  0.0074  0.002
O  0.0214  -0.0002  0.0037
O  0.015  0  -0.0174
O  -0.0028  -0.0095  0.0201
O  0.0039  -0.0039  -0.0329
O  -0.0149  0.0006  0.0022
O  -0.0013  0.002  -0.0058
O  -0.0226  0.0053  0.0146

The program warned: the cutoff lies below the one the program advises for these potential files; the forces do not sum to zero within the program's tolerance; the exchange-correlation potential is rough where the density is thin.
